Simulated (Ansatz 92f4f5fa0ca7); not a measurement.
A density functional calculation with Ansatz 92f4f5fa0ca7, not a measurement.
Periodic cell of 240 atoms, Si148O92, from a study of silicon, its oxide and their interface. The atomic structure is a simulated model.
Doubt: the cutoff is far below the 930 eV that the study's wrapper takes by default for these files, so forces and energies are approximate.
This geometry differs little from another in the collection (a relaxation step or a small displacement).

Settings: functional PBE; potential files Ansatz PAW; basis plane waves; wave-function cutoff 580 eV; density cutoff ratio 5; exchange-correlation grid ratio 1; k mesh 1 x 1 x 1, Gamma-centred; self-consistency stop 5e-08 eV per atom in the density residual; occupations fixed; spin none; net charge 0.

Cell vectors (angstrom)
a 11.6015 0 0
b 0 10.938 0
c 0 0 33.1188

Atoms: element, x, y, z (angstrom)
Si 0.0284 -0.2032 24.3322
Si 3.9032 -0.0257 24.324
Si 7.8078 -0.3682 24.5495
Si 1.8988 1.2574 24.337
Si 6.0083 1.1643 24.3621
Si 9.6496 1.0847 24.5881
Si 0.0596 5.116 24.583
Si 3.9896 5.3958 24.1817
Si 7.8523 5.3211 24.3637
Si 1.9145 6.5906 24.4166
Si 5.9376 6.731 24.3812
Si 9.844 6.5979 24.5333
Si 2.0068 2.598 26.3236
Si 5.8482 2.6304 26.2807
Si 9.6965 2.5497 26.4628
Si 0.0452 3.8642 26.5079
Si 3.9152 4.0364 26.2114
Si 7.801 3.9866 26.3469
Si 2.0034 8.0932 26.3156
Si 5.8009 8.0766 26.3604
Si 9.7295 8.0387 26.4232
Si 0.0417 9.4426 26.3387
Si 3.9122 9.5401 26.3116
Si 7.7686 9.3406 26.4926
Si 0.0521 -0.0612 28.2562
Si 3.9089 -0.055 28.2724
Si 7.7376 -0.0523 28.2929
Si 1.9917 1.3067 28.2933
Si 5.8191 1.3398 28.2728
Si 9.691 1.2537 28.3759
Si 0.0502 5.4197 28.2954
Si 3.8843 5.3836 28.2251
Si 7.749 5.413 28.2615
Si 1.9814 6.7927 28.2872
Si 5.7957 6.7594 28.3042
Si 9.7037 6.7404 28.3494
Si 1.9336 2.7345 30.2196
Si 5.8008 2.7345 30.2196
Si 9.6679 2.7345 30.2196
Si 0 4.1018 30.2196
Si 3.8672 4.1018 30.2196
Si 7.7343 4.1018 30.2196
Si 1.9336 8.2035 30.2196
Si 5.8008 8.2035 30.2196
Si 9.6679 8.2035 30.2196
Si 0 9.5708 30.2196
Si 3.8672 9.5708 30.2196
Si 7.7343 9.5708 30.2196
Si 0 0 32.1532
Si 3.8672 0 32.1532
Si 7.7343 0 32.1532
Si 1.9336 1.3673 32.1532
Si 5.8008 1.3673 32.1532
Si 9.6679 1.3673 32.1532
Si 0 5.469 32.1532
Si 3.8672 5.469 32.1532
Si 7.7343 5.469 32.1532
Si 1.9336 6.8362 32.1532
Si 5.8008 6.8362 32.1532
Si 9.6679 6.8362 32.1532
Si 1.9336 2.7345 0.9679
Si 5.8008 2.7345 0.9679
Si 9.6679 2.7345 0.9679
Si 0 4.1018 0.9679
Si 3.8672 4.1018 0.9679
Si 7.7343 4.1018 0.9679
Si 1.9336 8.2035 0.9679
Si 5.8008 8.2035 0.9679
Si 9.6679 8.2035 0.9679
Si 0 9.5708 0.9679
Si 3.8672 9.5708 0.9679
Si 7.7343 9.5708 0.9679
Si -0.0588 0.0729 2.8985
Si 3.8675 0.0941 2.8183
Si 7.7071 0.0469 2.8946
Si 1.9001 1.4072 2.8956
Si 5.7934 1.4526 2.9375
Si 9.6284 1.4524 2.9814
Si -0.0624 5.5591 2.8001
Si 3.8411 5.5658 2.8825
Si 7.7062 5.5223 2.8815
Si 1.874 6.8998 2.9349
Si 5.779 6.9007 2.962
Si 9.6244 6.8927 2.8981
Si 1.8885 3.0033 4.6533
Si 5.7743 2.9093 4.8608
Si 9.6496 2.8352 4.9879
Si -0.0601 4.2958 4.7304
Si 3.8325 4.2955 4.8492
Si 7.7391 4.2451 4.851
Si 1.8262 8.4235 4.7884
Si 5.7129 8.2313 4.9756
Si 9.6378 8.2612 4.8412
Si -0.1245 9.7719 4.8956
Si 3.8134 9.6348 4.667
Si 7.6855 9.5675 4.7798
Si -0.0213 0.3178 6.8407
Si 3.6696 0.2182 6.4143
Si 7.6757 0.0206 6.6573
Si 1.8266 1.7017 6.5365
Si 5.713 1.3244 6.6078
Si 9.4792 1.549 7.092
Si 0.0882 5.7558 6.601
Si 3.6163 5.6621 6.8292
Si 7.6959 5.6212 6.815
Si 1.9173 7.2989 6.8309
Si 5.668 6.8156 7.0111
Si 9.7125 6.9762 6.8493
O 7.5463 4.5084 8.0304
O 5.5484 7.4641 8.5458
O 0.6472 10.4415 8.1453
O 5.6368 1.9013 8.1618
O 1.9971 8.2086 8.2705
O 10.0927 8.0383 8.0951
O 11.9428 4.5899 7.7621
O 7.4776 9.884 7.9371
O 3.4631 10.2714 7.809
O 1.909 2.4541 8.0451
O 3.0706 4.8038 8.1798
O 9.1077 2.4469 8.491
O 3.6686 0.2726 21.0392
O 1.9037 4.4295 21.5181
O 6.0737 7.7095 23.0421
O 5.9311 9.9225 21.5632
O 10.2365 7.548 23.2204
O 0.0349 9.7823 22.9471
O 7.86 4.3747 22.9779
O 9.3047 2.1557 23.3629
O 7.9727 9.6003 23.1768
O 6.5611 2.0571 23.0414
O 0.2478 -1.3642 19.223
O -0.0955 4.165 23.2006
Si 7.9859 2.7794 22.631
Si -3.2982 6.9513 13.8854
Si 6.3547 11.3054 15.2957
Si 0.0062 8.177 22.5926
Si 3.8564 -2.3147 12.1758
Si -5.9707 8.2674 14.6186
Si -1.3354 5.8716 18.5779
Si -5.1321 1.3414 18.2364
Si -1.134 -1.6403 13.9233
Si 8.1388 3.5855 9.231
Si -2.3713 4.7589 15.7921
Si 6.4621 4.0249 16.779
Si -0.545 0.1758 16.2707
Si -7.4848 2.515 15.4811
Si 3.7849 -9.5204 19.8837
Si 12.3435 7.9686 11.6915
Si 7.6878 10.0092 9.5552
Si 8.4272 5.9786 10.9773
Si 2.1052 9.8393 8.6173
Si 3.5137 4.3572 21.303
Si -1.2868 -0.7808 19.0976
Si 4.2987 9.812 21.5882
Si -0.803 3.2808 13.4576
Si 1.7974 1.8292 17.6055
Si 12.1056 7.9794 19.5147
Si 6.9456 8.795 22.1874
Si 8.975 1.5944 19.9136
Si 10.1163 8.4049 9.6892
Si 5.9971 1.6636 9.7298
Si 8.1482 7.8131 19.4331
Si -5.8279 7.0544 17.5641
Si 2.1102 13.6166 13.0607
Si -0.2999 3.251 19.3907
Si 13.2699 4.0018 8.5129
Si 12.4846 4.7506 11.5077
Si 5.9631 7.5433 10.1239
Si -8.2143 0.4472 11.1216
Si -2.404 1.0176 14.0753
Si 0.8679 3.3493 22.1669
Si 3.563 7.1915 19.8152
O 11.6128 8.5769 10.3426
O 1.7157 2.2001 22.9659
O 2.2851 -2.5625 11.8992
O 8.5907 5.9814 12.602
O 6.8612 -4.6899 10.5608
O -3.8782 0.9171 19.1511
O -1.7162 2.5587 18.9584
O -5.1551 2.9517 17.9979
O 6.671 11.3882 16.8892
O -4.6642 7.9033 18.3389
O 0.7371 6.3545 11.5327
O 16.024 7.2101 18.4446
O 4.2 15.3839 22.8005
O 2.0172 7.4355 19.3916
O 3.8757 5.7249 20.4819
O -0.4169 -1.1868 15.3412
O 11.5156 7.7968 21.0217
O 8.9164 4.575 10.2851
O 0.9279 0.7889 16.674
O 4.1387 10.2322 12.0144
O -1.2524 4.1635 14.7649
O 7.07 0.4756 10.0553
O -3.0292 6.1312 15.2448
O -2.3967 8.9866 19.1226
O 5.3962 7.6409 16.096
O 10.0066 5.1118 17.171
O 11.0793 4.195 12.136
O -1.4974 1.215 15.4369
O 6.8803 8.8595 10.351
O 3.9111 8.439 20.8096
O -2.7317 -4.5813 19.2696
O 1.2373 4.1184 10.06
O -3.9974 0.9707 14.4219
O 9.3914 7.1759 10.4593
O 7.6551 7.981 20.9769
O 6.8807 2.9889 10.1124
O 1.4143 -3.4147 23.1231
O 3.9037 2.9501 20.5177
O -5.4488 9.7871 14.8008
O 2.4626 1.1861 18.952
O -0.0297 8.577 12.9851
O -8.5435 2.3926 16.7271
O 9.2822 9.8084 9.8974
O 8.316 2.5362 21.0642
O 11.2579 7.148 18.3922
O -2.3474 8.2431 14.059
O -0.5497 4.8437 19.5641
O 0.6094 2.4509 13.7191
O 4.5788 1.3977 10.4942
O 4.6571 -3.2302 11.077
O -6.6562 1.1609 15.104
O 6.7519 7.4188 13.7965
O 7.9157 3.8072 16.0396
O 3.2566 2.8341 14.1707
O 13.7147 4.1816 12.4121
O -1.6545 0.3092 20.2782
O 5.2008 3.7051 15.7805
O -1.8487 -0.3085 13.2903
O 2.4226 10.5298 10.0823
O 4.2739 -2.7243 13.7056
O 2.4472 1.443 12.0292
O 6.2705 5.5098 17.4038
O 5.0764 1.0056 18.9892
O -2.0644 2.2945 13.1216
O -1.3773 -0.1014 17.6294
O 3.7785 -1.2057 23.1392
O 11.6995 2.6838 20.886
O 0.8018 2.9927 18.2028

Results
free energy: -146404.679 eV
free energy less fixed offsets of O -568.88, Si -635.61 eV per atom: 2.561 eV

Forces (eV/angstrom), in the order of the atoms: element, x, y, z
Si 0.0184 0.0061 0.0023
Si -0.0086 0.0075 0.0104
Si 0.0048 -0.0054 0.0119
Si -0.001 -0.0079 0.0133
Si 0.0107 0.0037 0.0109
Si -0.0119 0.0194 -0.0001
Si 0.0008 -0.0103 0.0096
Si 0.0116 -0.0028 0.0176
Si -0.0133 0.001 -0.0006
Si -0.0155 -0.0033 0.0116
Si 0.0026 -0.0088 0.0156
Si 0.0075 0.0137 0.0075
Si -0.01 0.0086 -0.0182
Si 0.0087 0.0043 -0.0194
Si 0.0078 0.0018 -0.009
Si 0.0044 -0.0035 -0.0175
Si -0.0014 -0.007 -0.0128
Si -0.0066 -0.0056 -0.0156
Si 0 0.0025 -0.0163
Si 0.0047 0.0079 -0.0172
Si -0.0073 0.0077 -0.0145
Si -0.0075 -0.0068 -0.0138
Si -0.0008 -0.0059 -0.0068
Si -0.0022 -0.0071 -0.0177
Si 0.0037 0.0064 0.004
Si -0.002 0.0079 -0.001
Si 0.0028 0.0052 -0.0004
Si 0 -0.0056 0.0055
Si 0.0015 -0.0066 0.0068
Si -0.0062 -0.0067 0.0024
Si -0.0027 0.0051 0.0009
Si 0.004 0.0126 -0.0003
Si 0.0006 0.006 0.0036
Si -0.0036 -0.0059 0.0034
Si 0.0013 -0.0064 0.0041
Si 0.0065 -0.0097 0.0067
Si 0.0329 -0.1634 -0.0536
Si 0.0135 -0.0908 -0.0729
Si 0.0335 -0.0955 0.1873
Si 0.131 -0.1462 0.1513
Si -0.0235 -0.1958 -0.1952
Si -0.0516 -0.1619 -0.0478
Si 0.0638 -0.1318 -0.0435
Si -0.0328 -0.1627 -0.0153
Si 0.0267 -0.1202 0.0723
Si 0.0954 -0.1869 -0.0714
Si 0.0764 -0.131 0.009
Si -0.0908 -0.1939 0.1456
Si -0.0007 0.0837 0.0359
Si -0.002 -0.0358 -0.031
Si -0.0071 0.0097 0.0587
Si 0.0094 -0.0357 -0.068
Si -0.0134 -0.0893 -0.0459
Si -0.0063 -0.0483 0.0551
Si -0.015 -0.0616 0.0017
Si 0.0025 0.1012 0.0002
Si 0.0074 0.0572 0.0393
Si 0.0089 -0.0708 -0.0302
Si 0.0077 -0.1065 -0.02
Si -0.0064 -0.0046 0.0119
Si -0.0565 0.1406 -0.1407
Si 0.0752 0.2047 0.0092
Si -0.092 0.1405 0.3013
Si -0.0385 0.0514 -0.3064
Si -0.0466 0.1607 0.1427
Si -0.0216 0.125 -0.0611
Si -0.033 0.201 0.1209
Si 0.0372 0.1853 0.2831
Si -0.0944 0.2726 -0.0751
Si -0.0828 0.1629 0.1297
Si 0.0303 0.1659 -0.2834
Si 0.0054 0.2314 -0.0752
Si 0.0022 0.0127 -0.0094
Si -0.0133 0.0038 -0.0089
Si -0.0139 0.009 -0.0066
Si 0.0149 -0.0072 -0.0011
Si 0.0084 -0.01 -0.0043
Si 0.003 -0.0135 0.0071
Si -0.0023 0.0023 0.0017
Si 0.0083 0.0092 -0.0002
Si 0.0125 0.0068 -0.0033
Si -0.0091 -0.0107 -0.0034
Si -0.0126 -0.0096 -0.0052
Si -0.0061 -0.0089 0.0072
Si -0.0022 0.0063 0.0178
Si 0.0154 0.0031 0.0146
Si 0.0154 -0.0019 0.0164
Si 0.0194 0.0091 0.0158
Si -0.0022 -0.007 0.0126
Si -0.004 -0.0083 0.0088
Si 0.0118 0.0073 0.0166
Si -0.0115 -0.0079 0.0201
Si -0.0024 0.0015 0.0148
Si -0.0161 -0.0129 0.0173
Si -0.0093 0.0029 0.0134
Si 0.0088 -0.0036 0.0133
Si 0.0007 0.0157 -0.0256
Si -0.0045 -0.0004 -0.0045
Si -0.0061 0.0026 -0.0047
Si -0.0052 0.0067 -0.0168
Si 0.0044 0.0056 -0.0109
Si 0.0022 -0.0109 -0.0138
Si 0.0001 -0.0135 -0.0448
Si 0.0013 0.0001 -0.0111
Si -0.0017 0.0038 -0.0168
Si -0.0014 0.0122 -0.0025
Si -0.0002 0.0021 -0.0213
Si -0.0033 0.0073 -0.0143
O 0.0048 -0.0174 -0.0015
O 0.0092 0.0093 0.0302
O 0.0116 -0.0191 0.0127
O 0.0094 -0.0023 0.0191
O 0.004 0.0101 -0.0034
O 0.0056 0.0186 0.0305
O 0.0089 -0.0208 0.0209
O 0.0062 -0.0022 0.0087
O -0.0022 -0.009 -0.0006
O -0.0004 0.0058 0.0068
O -0.0061 -0.0031 -0.0072
O -0.0132 0.0232 0.013
O 0.002 0.0054 0.0035
O -0.0044 -0.0126 0.0137
O 0.0067 0.027 -0.0119
O -0.005 -0.0127 0.0137
O 0.0204 0.0069 0.0025
O 0.0004 -0.0186 -0.0071
O 0.0015 -0.0283 -0.0054
O -0.0235 0.005 0.008
O -0.015 -0.0155 -0.0144
O 0.0191 0.0134 -0.0076
O -0.002 0.0053 0.0066
O 0.015 -0.0187 -0.011
Si 0.0068 0.0059 0.0059
Si -0.0009 -0.0079 0.0048
Si 0.0022 -0.0056 0.0055
Si -0.0112 0.0086 0.0085
Si 0.0072 0.0001 0.0092
Si -0.003 -0.0037 0.0014
Si 0.004 0.0013 -0.0092
Si -0.0097 -0.001 -0.0157
Si 0.0047 -0.0063 -0.0055
Si 0.007 -0.0083 0.0065
Si 0.0021 0.0039 0.0072
Si 0.0017 0.0038 -0.0027
Si -0.0007 0.0026 -0.0002
Si -0.0019 -0.0003 0.0037
Si -0.004 0.0076 -0.0047
Si -0.0113 -0.0076 0.0276
Si 0.003 -0.0064 0.0112
Si 0.0005 0.0045 0.0219
Si -0.0105 -0.009 -0.0046
Si 0.0095 0.0025 0.012
Si -0.0032 -0.0025 -0.0159
Si -0.003 -0.0088 0.0022
Si -0.0051 -0.0006 0.012
Si -0.0032 0.0009 0.0019
Si 0.0034 -0.0092 -0.0044
Si -0.0018 0.0083 -0.0008
Si -0.0052 0.0153 -0.006
Si 0.0015 0.0034 -0.0078
Si 0.0037 0.0081 0.0034
Si -0.0054 0.0005 -0.0066
Si -0.0009 0 -0.0028
Si 0.0009 -0.0086 0.0086
Si 0.0008 -0.0041 -0.0092
Si 0.0025 0.0039 0.0089
Si 0.0051 -0.0026 -0.0014
Si 0.0025 -0.0034 -0.0015
Si 0.0033 -0.007 0.0125
Si 0.0004 -0.0004 0.0128
Si 0.0122 0.01 0.0034
Si 0.0124 -0.0056 -0.0074
O 0.0138 -0.0107 0.0143
O -0.0164 0.0277 -0.0177
O -0.0147 -0.0113 -0.0123
O -0.0016 0.0038 -0.0028
O 0.0085 0 -0.0118
O -0.0054 -0.0038 0.0049
O 0.0011 0.0007 0.0038
O 0.001 -0.0145 0.0049
O -0.0024 0.0052 0.0113
O -0.0022 -0.0024 0.0001
O -0.0017 0.0265 -0.0002
O -0.0027 -0.0021 0.0153
O -0.0136 -0.0144 -0.0347
O -0.0055 0.0031 0.0092
O -0.0025 0.0292 -0.0022
O 0 0.0013 -0.0006
O 0.0036 -0.0029 -0.0192
O -0.0016 0.0042 -0.0109
O -0.0007 -0.0005 0.0004
O 0.0016 -0.0035 -0.01
O -0.0023 -0.0035 -0.0088
O -0.0025 -0.0014 -0.0192
O 0.0052 -0.0038 -0.0009
O 0.0039 0.0051 0.0057
O 0.0012 -0.0001 -0.0069
O -0.0065 -0.0036 -0.0081
O -0.0028 -0.0036 -0.004
O 0.0003 -0.0001 -0.0005
O 0.0036 -0.0019 -0.0105
O -0.0001 -0.0113 -0.0072
O 0.0017 0 0.007
O -0.0076 0.008 0.0166
O -0.0047 -0.0007 -0.0014
O -0.0105 -0.0163 -0.0056
O 0.0024 -0.0035 -0.0046
O -0.0064 -0.009 -0.0107
O -0.0131 0.0139 -0.0072
O 0.0004 -0.0157 0.0008
O 0.0018 0.0069 -0.0027
O -0.0038 -0.0002 0.0017
O 0.0091 -0.002 -0.0309
O 0.0044 0.0027 -0.0039
O -0.0046 -0.0024 -0.0116
O 0.0069 -0.0104 -0.0074
O -0.0033 -0.0031 0.005
O 0.0125 0.0086 -0.0112
O -0.001 0.0033 0.0063
O -0.006 -0.0016 -0.007
O -0.0075 -0.0065 -0.0078
O -0.0089 0.0022 -0.0025
O -0.0034 0.0021 -0.0018
O 0.0001 0.0013 -0.0048
O 0.0029 0.0021 -0.0038
O 0.0032 -0.0017 -0.0027
O 0.0025 0.0017 -0.0097
O 0.0008 -0.0031 0.011
O -0.0041 -0.0032 -0.0058
O 0.0036 -0.013 -0.001
O 0.0138 0.0114 0.0078
O 0.0088 -0.0044 0.0027
O -0.0062 0.0111 -0.0037
O 0 0.0006 0.0039
O 0.0177 0.0037 -0.0044
O 0.0102 0.0068 -0.0078
O 0.0009 -0.0004 0.0009
O 0.0111 -0.011 -0.0268
O -0.0055 -0.0025 -0.0051
O 0.0027 -0.0018 -0.001

The program warned: the cutoff lies below the one the program advises for these potential files; the exchange-correlation potential is rough where the density is thin.
